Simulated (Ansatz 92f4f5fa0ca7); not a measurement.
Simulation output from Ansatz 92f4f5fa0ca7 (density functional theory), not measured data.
Periodic cell of 284 atoms, Si144O100H32N8, with a vacuum gap, from a study of silicon, its oxide and their interface. The atomic structure is a simulated model.

Settings
functional: r2SCAN
potential files: Ansatz PAW
basis: plane waves
wave-function cutoff: 800 eV
density cutoff ratio: 5
exchange-correlation grid ratio: 1
k mesh: 1 x 1 x 1, shifted by 0.5 0.5 0 of a step
self-consistency stop: 1e-11 eV per atom in the density residual
occupations: fixed
spin: none
net charge: 0
applied field: sawtooth along c, amplitude -0.015 V/angstrom in the program's sign convention, ramp centred at 0.9896 of c and 0.0209 of c wide, no dipole correction

Cell vectors (angstrom)
a	10.887	0	0
b	0	10.887	0
c	0	0	47.9398

Atoms and the computed forces on them: element, x, y, z (angstrom), force x, y, z (eV/angstrom)
Si	-0.3869	0.3047	34.0969	-0.005	-0.0059	-0.0302
Si	2.4133	3.0418	34.2318	0.0118	0.0016	-0.0255
Si	0.2217	5.281	34.2315	-0.0057	0.0026	-0.0239
Si	2.9581	7.9224	34.3681	-0.0047	0.0007	-0.0251
Si	5.7018	-0.1883	34.3693	0.0016	0.0141	-0.0215
Si	8.2838	2.519	34.4046	-0.0088	0.0003	-0.0284
Si	5.1326	5.6957	34.3193	0.0037	-0.0061	-0.0228
Si	7.8534	8.4619	34.2956	0.0049	-0.0077	-0.0245
Si	1.2753	1.3799	35.4415	-0.0064	0.008	-0.0102
Si	4.0057	4.1068	35.6124	-0.0053	0.0016	-0.0124
Si	1.3509	6.797	35.6235	0.0022	-0.0043	-0.0102
Si	4.1041	9.5249	35.6184	0.0066	-0.0058	-0.0048
Si	6.8061	1.3359	35.7458	0.0059	-0.0026	-0.0172
Si	9.5203	4.1302	35.5568	0.0029	-0.0044	-0.0155
Si	6.736	6.8531	35.5935	-0.0038	0.0058	-0.0079
Si	9.4896	9.5846	35.5347	-0.0073	0.0035	-0.0151
Si	-0.0263	2.7286	36.9158	-0.0061	0.0023	0.0064
Si	2.6754	0.0402	36.839	-0.0019	0.0068	0.0198
Si	-0.0303	8.2076	36.8902	-0.0054	0.0022	0.0065
Si	2.6939	5.4595	37.0203	0.0088	-0.0022	0.0094
Si	5.3918	2.746	36.959	-0.0018	0.0062	0.0069
Si	8.1911	-0.0109	37.0456	-0.0036	0.0013	0.003
Si	5.4246	8.186	37.0228	0.0041	-0.0093	0.0087
Si	8.1433	5.4837	36.8977	0.0004	-0.0031	0.0064
Si	1.3269	4.0686	38.308	-0.0037	-0.011	0.0164
Si	4.0266	1.3566	38.2721	0.0352	0.0189	0.0212
Si	1.3525	9.5658	38.2417	-0.0088	-0.0209	0.0299
Si	4.0612	6.8259	38.3512	0.0006	0.0062	0.0137
Si	6.7942	4.1151	38.2782	-0.0001	-0.0039	0.0136
Si	9.5366	1.397	38.3316	-0.0122	0.0008	0.0132
Si	6.801	9.5206	38.3607	0.0115	0.007	0.0133
Si	9.5056	6.8333	38.2643	-0.0147	-0.0149	0.0202
Si	0.0259	0.0296	39.6426	-0.0126	0.0213	0.1889
Si	2.6933	2.7123	39.6485	-0.0088	0.012	0.1864
Si	-0.0305	5.4528	39.6382	-0.0183	0.027	0.1848
Si	2.689	8.2068	39.6552	0.0164	-0.0142	0.1885
Si	5.4099	0.0123	39.6594	-0.0226	0.0024	0.1842
Si	8.1522	2.7533	39.6638	-0.0081	0.0151	0.169
Si	5.4486	5.465	39.6606	0.0184	-0.0227	0.1754
Si	8.1619	8.1528	39.6737	0.0031	0.0054	0.1747
Si	1.3461	1.3855	41.041	0.1029	-0.1168	0.2916
Si	4.088	4.0658	40.9607	-0.022	0.0959	0.428
Si	1.3418	6.8102	40.9919	-0.0639	0.0541	0.2605
Si	4.0653	9.5335	41.0378	-0.0597	0.1169	0.2008
Si	6.7924	1.3701	41.0064	-0.0437	0.1047	0.2573
Si	9.5172	4.1067	41.0387	-0.1323	0.0262	0.1709
Si	6.8093	6.8001	41.043	-0.0034	0.0111	0.3155
Si	9.5459	9.5398	40.9587	-0.0543	-0.0524	0.4588
Si	-0.0094	2.7486	6.99	0.0161	-0.0063	-0.0403
Si	2.7079	0.0281	6.943	-0.0825	0.0307	-0.4076
Si	-0.0419	8.1655	6.8956	-0.0589	0.0715	-0.4184
Si	2.7369	5.4181	6.8688	0.1329	-0.1235	-0.392
Si	5.4385	2.7464	6.9154	-0.0079	0.0073	-0.3533
Si	8.2073	0.0004	6.8883	0.112	-0.1014	-0.3255
Si	5.4527	8.1666	6.9613	0.1159	-0.0878	-0.1904
Si	8.1554	5.4402	6.9776	0.02	-0.0196	-0.259
Si	1.3989	4.1336	8.3091	-0.0258	-0.0176	-0.171
Si	4.0818	1.4075	8.2702	0.0089	0.01	-0.1771
Si	1.3113	9.5249	8.223	-0.0226	0.0142	-0.1858
Si	4.1219	6.6949	8.256	0.0249	-0.0082	-0.1852
Si	6.8098	4.048	8.3198	0.0184	-0.0171	-0.182
Si	9.4974	1.3556	8.3241	0.016	0.0181	-0.1732
Si	6.8813	9.5413	8.2694	0.0051	-0.0195	-0.1842
Si	9.4891	6.8486	8.3061	0.0216	-0.0228	-0.1808
Si	-0.0365	-0.0466	9.6491	0.0014	-0.0048	-0.0162
Si	2.7745	2.7725	9.6848	0.0031	0.0077	-0.0213
Si	0.0138	5.5311	9.6195	-0.0002	-0.0048	-0.0102
Si	2.6902	8.0917	9.4328	-0.0092	-0.001	-0.0146
Si	5.5634	0.1088	9.5322	-0.018	-0.0087	-0.0241
Si	8.1058	2.6737	9.7283	0.0194	0.0112	-0.024
Si	5.495	5.3786	9.7248	-0.0175	0.0025	-0.0293
Si	8.1334	8.1565	9.7426	0.0109	0.0248	-0.0346
Si	1.4006	1.3164	10.9084	-0.0069	-0.0061	-0.0167
Si	4.2119	4.008	11.1579	-0.0054	-0.0012	-0.0097
Si	1.359	6.9426	10.9719	0.0062	0.0033	-0.0091
Si	4.2318	9.4107	10.5008	-0.0149	0.0149	0.0022
Si	6.6956	1.3684	11.2219	-0.0015	-0.0023	-0.0041
Si	9.5474	4.1059	10.8951	0.0074	-0.0034	-0.0019
Si	6.7886	6.7551	11.1529	-0.002	-0.0021	-0.0072
Si	9.4555	9.5586	11.0969	0.0199	-0.0085	-0.0093
Si	-0.0341	2.672	12.194	-0.0074	0.0108	0.0165
Si	3.0386	-0.1184	11.8189	0.0024	-0.0146	0.0262
Si	0.0742	8.3935	12.4574	0.0015	-0.0044	0.0132
Si	2.764	5.4933	12.1928	-0.0072	0.0042	0.0142
Si	5.3781	2.6531	12.8777	0.0076	-0.0025	0.0136
Si	8.0156	-0.0862	12.5354	-0.0007	0.0073	0.0148
Si	5.2255	8.2365	12.2232	-0.0049	-0.002	0.015
Si	8.2966	5.3725	12.4404	0.0087	-0.002	0.018
Si	1.3174	4.159	13.3542	-0.0091	0.0039	-0.0267
Si	4.113	0.5549	13.7925	-0.0185	0.0084	-0.0336
Si	1.9332	9.6616	13.4707	0.0008	0.0128	-0.0351
Si	3.5935	7.1703	13.593	-0.0023	-0.0123	-0.0266
Si	7.2378	3.9251	14.0668	-0.0021	0.0056	-0.0343
Si	9.3396	1.5609	13.6123	0.0052	-0.0018	-0.0312
Si	6.4533	9.433	13.832	0.0015	-0.0043	-0.0185
Si	10.0507	6.5048	13.621	0.0029	-0.002	-0.0352
Si	15.4052	-13.438	17.3132	-0.0014	0.0074	-0.0385
Si	-13.044	2.6744	20.4932	-0.0039	0.0033	-0.0746
Si	-0.4708	-10.6148	31.0532	-0.0033	0.0058	-0.0666
Si	-19.5212	4.2736	22.8283	-0.001	-0.0071	-0.0772
Si	-3.7049	-14.5377	18.0515	-0.0015	-0.0016	-0.0588
Si	9.7346	30.304	22.8287	-0.0098	0.0049	-0.0655
Si	13.4295	6.142	17.8153	-0.002	0.0129	-0.0502
Si	19.7656	4.9258	27.0436	-0.0034	0.0008	-0.067
Si	21.0832	35.7995	23.2064	-0.0016	-0.0081	-0.0662
Si	5.7549	8.841	25.2775	0.0031	0.0037	-0.0531
Si	5.6053	11.0956	16.4424	0.0052	-0.012	-0.0511
Si	12.6855	-2.5039	15.9775	0.003	0.0054	-0.0475
Si	-4.5016	0.888	20.7784	0.0045	0.0045	-0.0745
Si	16.6696	4.0965	27.4099	-0.0013	0.0014	-0.0604
Si	33.7026	-1.764	29.2336	0.0016	-0.0026	-0.0566
Si	23.5799	-7.1055	16.214	-0.0006	0.0049	-0.0546
Si	10.2884	32.3724	15.6936	0.0066	-0.0078	-0.051
Si	2.6016	3.8878	19.7775	-0.008	0.0037	-0.0762
Si	29.4139	-11.3113	26.8132	0.0007	0	-0.0733
Si	8.6008	-2.8233	15.6035	-0.0017	-0.0035	-0.0538
Si	19.2096	1.955	16.3731	-0.0045	0	-0.0584
Si	-0.1705	6.0277	16.5558	-0.0026	0.0117	-0.0515
Si	6.0914	6.6658	15.373	0.0046	-0.0068	-0.048
Si	-10.086	-7.2509	27.0873	-0.0006	0.0017	-0.0602
Si	13.7748	-1.587	31.7046	0.0066	-0.0016	-0.0677
Si	19.4661	-6.2607	18.2491	0.0031	0.0088	-0.0578
Si	-6.5753	1.7066	18.5676	-0.0074	-0.0059	-0.0571
Si	3.3867	3.9511	25.4616	-0.0041	0.004	-0.0712
Si	30.7413	0.4575	24.27	0.0063	0.0017	-0.0578
Si	12.1688	7.0472	23.824	-0.0087	-0.0039	-0.0555
Si	13.9758	10.9246	28.3923	0.0066	0.0091	-0.0553
Si	19.1161	-1.6431	20.1016	-0.0106	-0.004	-0.0755
Si	20.6877	0.4244	18.505	0.0112	0.0026	-0.0599
Si	15.1844	6.6459	28.4628	-0.0041	-0.0034	-0.0648
Si	10.3126	-4.2689	29.3896	0.0011	-0.0199	-0.0644
Si	7.6592	10.8459	29.7958	-0.0009	-0.0076	-0.067
Si	12.1785	-8.6899	29.6085	0.0027	0.0082	-0.06
Si	-6.0249	0.4119	26.17	0.0112	-0.0019	-0.0642
Si	3.5451	-3.7981	25.6996	-0.0081	-0.0014	-0.0621
Si	26.9441	-1.7626	30.015	0.0002	-0.0024	-0.0556
Si	14.8116	1.2322	32.1708	-0.0008	-0.0027	-0.0634
Si	-1.3717	-4.9153	24.4078	0.0067	0.0014	-0.0657
Si	12.4768	1.6207	18.4768	-0.0008	-0.0021	-0.0489
Si	27.6128	24.2766	30.0123	0.0022	-0.0012	-0.0681
Si	5.9602	11.1891	23.5571	0.0047	0.0098	-0.0804
Si	20.0486	6.59	32.1508	-0.0031	0.0018	-0.063
Si	17.8365	4.3129	32.2297	0.0014	-0.0036	-0.0562
Si	12.7601	5.0518	29.4011	0.0033	0.0011	-0.0512
O	25.002	-5.3574	25.6356	0.0043	-0.0007	0.0229
O	-1.5061	1.4648	33.8114	0.0017	0.0003	0.0211
O	3.9251	3.241	19.0221	-0.0039	0.0067	0.0225
O	16.2323	3.0944	28.5978	0.0009	-0.0145	0.0398
O	-2.391	-3.0692	32.9477	-0.0102	0.0132	0.0351
O	11.4888	-16.0235	30.1012	-0.0053	0.0001	0.0306
O	5.0705	7.3863	25.1466	-0.0048	-0.0038	0.019
O	5.0969	0.6419	33.1089	0.0121	-0.015	0.0376
O	19.6553	-6.7861	19.7585	0.002	-0.0166	0.0445
O	4.0225	-4.0911	33.8389	-0.0041	0.0073	0.0146
O	7.443	3.0744	33.1298	0.0114	-0.0087	0.0358
O	14.0072	2.4246	32.8982	-0.015	0.0136	0.0367
O	2.3077	8.6097	33.0359	0.0003	-0.0141	0.0503
O	22.6619	3.4616	23.1456	-0.0016	0.0018	0.0179
O	2.8651	10.9201	31.8668	0.0017	0.0054	0.0226
O	-1.6567	9.8735	18.9798	-0.0088	-0.0112	0.0329
O	11.1894	5.3621	13.7821	-0.0049	0.0042	0.0184
O	10.5101	11.5886	14.4342	0.0026	-0.0078	0.0285
O	2.0935	3.4877	14.648	0.0032	-0.0004	0.0437
O	4.9606	11.8813	24.652	-0.0108	-0.0007	0.0402
O	6.5011	3.7438	30.8005	0.0075	0.0145	0.0431
O	7.0603	11.8195	16.5906	0.0022	0.001	0.0174
O	1.9915	16.7699	22.9353	-0.0027	0.0124	0.022
N	7.112	-2.9149	14.7014	0.0075	-0.0021	0.0185
O	7.4908	0.8263	23.6942	0.0036	-0.0032	0.0182
N	13.1984	8.1459	14.3072	0.0082	0.0044	0.0277
O	5.5155	1.1225	19.4498	0.0174	-0.0054	0.0409
O	19.1924	3.3076	17.3069	0.0018	0.0141	0.0344
N	5.8284	-3.6286	16.9786	-0.0009	0.0063	0.0303
O	14.1081	19.8097	16.5444	0.0101	-0.0019	0.0254
O	-5.1835	5.047	32.9385	-0.0104	0.0104	0.0337
O	8.149	5.3511	32.0323	-0.003	-0.0016	0.0182
O	11.5829	20.5159	16.0144	-0.0018	0.001	0.0249
O	-3.5607	16.5299	18.2945	0.0011	-0.0054	0.0188
O	-8.2659	10.9383	14.4587	0.0061	-0.0001	0.0246
O	22.2182	-2.7598	22.9131	0.0105	-0.0107	0.0213
O	6.7668	5.1578	15.1568	-0.0033	0.0113	0.0264
O	-1.0833	16.5057	17.8455	-0.012	-0.0105	0.0332
O	6.3493	0.5873	26.8155	0.0028	-0.0014	0.0217
O	21.964	12.6127	30.7042	-0.0107	-0.0116	0.0237
O	-1.7481	-1.346	15.2499	0.0019	0.002	0.0093
N	5.3826	10.5942	14.7594	0.0016	0.0008	0.0321
O	3.6632	-3.6396	18.2595	-0.0025	-0.0082	0.0129
O	15.5212	1.8522	30.8634	-0.0163	-0.0112	0.0365
O	23.1964	26.7009	27.8474	0.0039	0.0088	0.036
O	7.2868	-0.447	20.641	-0.0046	0.007	0.0221
N	-1.1272	-14.9551	15.3151	0.0032	0.0003	0.0457
N	-1.2802	11.7041	16.8435	-0.0002	0.0016	0.0498
O	13.3188	1.0866	29.4143	-0.0061	0.0055	0.0309
O	10.9186	-22.4942	29.8986	-0.008	0.0083	0.026
O	11.403	0.4519	18.6804	0.002	0.0006	0.0198
O	9.4518	18.0231	30.6565	-0.014	-0.0017	0.0492
O	-11.8819	1.7919	24.0931	-0.0041	-0.0112	0.0199
O	8.2016	-0.5001	28.325	0.0024	0.0041	0.0501
O	-3.6232	13.1159	21.0038	-0.0054	-0.0044	0.0313
O	12.5965	13.253	17.017	-0.0003	-0.0141	0.0371
O	-2.5131	7.9154	17.1894	-0.0059	-0.0033	0.029
O	26.4247	-9.45	16.9866	-0.005	0.0108	0.0351
O	3.378	3.7112	23.8615	0.0114	-0.0039	0.0408
O	16.3275	11.5488	22.0767	-0.0035	-0.0087	0.0474
O	9.1578	-9.3314	19.425	-0.0107	0.0141	0.0359
O	5.3644	-1.1047	17.4403	0.0003	0.0019	0.022
O	15.719	14.4617	26.1554	0.0157	-0.0007	0.0295
O	14.5309	-10.0023	27.1116	-0.0159	-0.0068	0.0331
O	9.5271	20.8736	23.5468	-0.0045	0.0142	0.0341
O	23.6973	9.8316	28.0621	-0.0094	-0.0083	0.0198
O	12.2556	-8.0393	19.5248	0.0033	0.0109	0.0234
O	13.7808	-6.0256	16.8116	0.0033	0.0061	0.0214
O	19.8656	-3.6383	23.5331	-0.0012	-0.0159	0.03
O	-1.1498	2.7434	21.7212	0.0187	0.0058	0.0552
O	16.2071	-16.1789	27.7904	-0.0039	0.0052	0.0249
O	8.6607	5.9159	25.7779	-0.0078	-0.0113	0.0455
O	-4.1035	-1.2828	33.7998	-0.0056	-0.0001	0.0189
O	6.9166	-9.5149	29.6691	-0.0053	0.0054	0.0284
O	4.5974	-1.1824	26.0243	-0.0061	0.0067	0.0232
O	3.2495	-4.9919	29.4599	-0.0083	-0.0023	0.0313
O	-1.7526	-13.1194	21.3196	0.0197	-0.0086	0.054
O	28.8733	-1.8618	26.1999	0.0057	0.0055	0.0256
O	5.2078	7.6989	29.2698	0.0041	0.0134	0.0207
O	22.1396	-6.3691	16.2408	0.0009	-0.0001	0.0152
O	21.0407	3.9632	26.6116	0.0034	-0.0002	0.0252
O	24.1808	7.7802	24.7549	0.0173	0	0.0324
O	13.0696	5.3497	19.1933	0.0017	-0.0181	0.0379
O	10.8461	10.7013	32.5585	0.0012	-0.0002	0.0612
O	26.2155	-1.972	31.4472	-0.0121	-0.0004	0.0347
O	12.9441	-2.1644	30.4398	0.0098	0.0038	0.0392
O	9.4271	-6.3806	23.68	-0.0044	0.0155	0.0226
O	27.7746	20.4593	23.8395	-0.0045	-0.0138	0.0351
O	7.2667	8.0849	19.4455	0.0119	0.018	0.0372
O	19.6997	11.0943	30.8948	0.0132	0.0005	0.0219
O	23.7635	-7.6185	26.0249	-0.0149	-0.0025	0.0294
O	12.2129	4.1703	33.7177	-0.0029	-0.0014	0.0195
O	10.4807	16.9519	32.9392	0.0133	-0.0123	0.0393
O	-7.3953	-14.3391	27.2883	0.005	-0.0048	0.0417
N	8.3578	13.485	14.7244	-0.0004	-0.0028	0.0311
O	13.7284	-17.7773	21.3561	-0.003	0.0068	0.0652
O	9.3629	-5.1143	28.3623	0.0131	0.0161	0.0461
O	11.0668	7.8727	28.6663	0.0007	0.0016	0.0123
O	4.3528	10.2025	29.1078	0.0053	-0.0103	0.0333
O	4.586	6.6281	14.7875	0.0099	-0.0017	0.0248
O	18.3165	4.1502	27.2321	-0.0088	-0.0038	0.0181
O	8.8177	0.1364	25.8567	-0.0124	-0.0096	0.045
O	32.8458	-15.4802	24.7637	-0.0029	-0.0051	0.0199
N	1.2642	-3.8904	16.9171	0.0081	-0.0068	0.0236
O	23.7957	3.5785	30.0571	0.0015	-0.006	0.016
O	2.9668	0.8546	18.8316	0.0022	0.0031	0.0162
O	17.5367	9.6848	30.291	-0.0035	-0.0019	0.0268
O	22.3762	2.4343	28.1587	0.0037	-0.0109	0.0412
H	2.1692	0.565	41.9735	-0.2797	0.2997	-0.255
H	0.5266	2.2096	41.9735	0.2772	-0.322	-0.2982
H	4.9193	3.2536	41.8931	-0.3644	0.3054	-0.2622
H	3.2665	4.8879	41.8931	0.2583	-0.2685	-0.2409
H	0.5115	7.6234	41.9243	0.3055	-0.353	-0.2242
H	2.1645	5.9893	41.9243	-0.2273	0.263	-0.2872
H	3.2508	10.3625	41.9702	0.2916	-0.2936	-0.2554
H	4.8932	8.7178	41.9702	-0.29	0.2377	-0.3051
H	5.9774	2.1986	41.9389	0.3414	-0.3406	-0.2191
H	7.6274	0.5618	41.9389	-0.295	0.2235	-0.2836
H	8.6869	4.9198	41.9711	0.354	-0.3179	-0.261
H	10.3397	3.2856	41.9711	-0.2795	0.3043	-0.3049
H	7.6269	5.9742	41.9755	-0.3546	0.3205	-0.2618
H	5.9905	7.6249	41.9755	0.2767	-0.2602	-0.2774
H	10.3443	8.6952	41.8911	-0.2688	0.3831	-0.2374
H	8.7269	10.3643	41.8911	0.2874	-0.267	-0.2562
H	-0.8319	3.5697	6.0575	0.3396	-0.2805	0.2786
H	0.8101	1.9245	6.0575	-0.3127	0.2637	0.293
H	1.8848	0.8485	6.0105	0.3579	-0.2656	0.2145
H	3.5224	-0.8009	6.0105	-0.2499	0.2745	0.2674
H	-0.8403	9.0101	5.9632	0.3011	-0.4442	0.2209
H	0.7884	7.3523	5.9632	-0.2957	0.1517	0.3139
H	3.5583	4.5959	5.9363	-0.4815	0.2516	0.2055
H	1.9142	6.239	5.9363	0.2809	-0.1496	0.3248
H	6.2536	1.9179	5.9829	-0.2343	0.2459	0.2943
H	4.6072	3.5585	5.9829	0.4343	-0.2742	0.2633
H	9.0263	-0.8241	5.9559	-0.245	0.4922	0.2276
H	7.3723	0.8088	5.9559	0.1952	-0.2537	0.3166
H	4.6248	8.9823	6.0289	0.2096	-0.291	0.3115
H	6.2715	7.3419	6.0289	-0.2461	0.3831	0.2024
H	7.3378	6.2662	6.0452	0.2236	-0.3633	0.2649
H	8.9858	4.6271	6.0452	-0.2901	0.3504	0.2416

Results
free energy: -152735.335 eV
free energy less fixed offsets of H -15.71, N -386.36, O -570.45, Si -639.56 eV per atom: -0.095 eV

The program warned: the cutoff lies below the one the program advises for these potential files; the forces do not sum to zero within the program's tolerance; empty levels may hold ghost states of the PAW files; the exchange-correlation potential is rough where the density is thin.
